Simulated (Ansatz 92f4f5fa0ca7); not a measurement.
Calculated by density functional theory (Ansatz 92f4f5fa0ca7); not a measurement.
Periodic cell of 210 atoms, Si128O78As4, from a study of silicon, its oxide and their interface. The atomic structure is a simulated model.
Doubt: the cutoff is far below the 930 eV that the study's wrapper takes by default for these files, so forces and energies are approximate.
This geometry differs little from another in the collection (a relaxation step or a small displacement).

Settings
functional: PBE
potential files: Ansatz PAW
basis: plane waves
wave-function cutoff: 580 eV
density cutoff ratio: 5
exchange-correlation grid ratio: 1
k mesh: 1 x 1 x 1, Gamma-centred
self-consistency stop: 5e-08 eV per atom in the density residual
occupations: fixed
spin: none
net charge: 0

Cell vectors (angstrom)
a 10.938 0 0
b 0 10.938 0
c 0 0 31.7119

Atoms: element, x, y, z (angstrom)
As -0.4762 0.4353 24.1154
Si 5.9959 -0.4663 24.3619
Si 2.1697 3.28 24.2581
As 8.6233 2.2813 24.1166
Si 0.3975 4.9125 24.339
Si 4.9523 6.0215 24.4494
Si 3.2781 7.7684 24.4595
Si 7.6999 8.6752 24.2981
Si 1.2753 1.421 25.4974
Si 6.9427 1.3189 25.5917
Si 4.0453 4.1077 25.479
Si 9.5679 3.9872 25.5876
Si 1.3456 6.8109 25.4569
Si 6.8152 6.8939 25.5945
Si 4.1682 9.5963 25.6166
Si 9.5027 9.6453 25.5329
Si 2.7031 0.0359 26.8668
Si 8.2121 -0.0161 27.0087
Si 0.0074 2.7242 26.9858
Si 5.474 2.731 26.85
Si 2.71 5.4748 26.9211
Si 8.2023 5.456 26.8832
Si -0.0145 8.2194 26.8404
Si 5.474 8.2183 27.0096
Si 4.1018 1.3673 28.2937
Si 9.5708 1.3673 28.2937
Si 1.3673 4.1018 28.2937
Si 6.8362 4.1018 28.2937
Si 4.1018 6.8362 28.2937
Si 9.5708 6.8362 28.2937
Si 1.3673 9.5708 28.2937
Si 6.8362 9.5708 28.2937
Si 0 0 29.6609
Si 5.469 0 29.6609
Si 2.7345 2.7345 29.6609
Si 8.2035 2.7345 29.6609
Si 0 5.469 29.6609
Si 5.469 5.469 29.6609
Si 2.7345 8.2035 29.6609
Si 8.2035 8.2035 29.6609
Si 1.3673 1.3673 31.0282
Si 6.8362 1.3673 31.0282
Si 4.1018 4.1018 31.0282
Si 9.5708 4.1018 31.0282
Si 1.3673 6.8362 31.0282
Si 6.8362 6.8362 31.0282
Si 4.1018 9.5708 31.0282
Si 9.5708 9.5708 31.0282
Si 2.7345 0 0.6835
Si 8.2035 0 0.6835
Si 0 2.7345 0.6835
Si 5.469 2.7345 0.6835
Si 2.7345 5.469 0.6835
Si 8.2035 5.469 0.6835
Si 0 8.2035 0.6835
Si 5.469 8.2035 0.6835
Si 4.1018 1.3673 2.0507
Si 9.5708 1.3673 2.0507
Si 1.3673 4.1018 2.0507
Si 6.8362 4.1018 2.0507
Si 4.1018 6.8362 2.0507
Si 9.5708 6.8362 2.0507
Si 1.3673 9.5708 2.0507
Si 6.8362 9.5708 2.0507
Si 0 0 3.418
Si 5.469 0 3.418
Si 2.7345 2.7345 3.418
Si 8.2035 2.7345 3.418
Si 0 5.469 3.418
Si 5.469 5.469 3.418
Si 2.7345 8.2035 3.418
Si 8.2035 8.2035 3.418
Si 1.3811 1.3367 4.8382
Si 6.842 1.3413 4.7161
Si 4.0989 4.116 4.8472
Si 9.5428 4.1469 4.737
Si 1.3894 6.8136 4.7282
Si 6.8386 6.8199 4.8685
Si 4.0903 9.5785 4.7238
Si 9.5952 9.5601 4.8433
Si 2.7825 -0.0783 6.1962
Si 8.1473 -0.0113 6.1505
Si -0.0646 2.7514 6.0747
Si 5.516 2.6882 6.1224
Si 2.6991 5.5248 6.1972
Si 8.2775 5.4786 6.2713
Si 0.1399 8.1931 6.1443
Si 5.3448 8.1934 6.1274
Si 4.66 0.8469 7.3475
Si 9.0603 1.8476 7.2791
Si 0.8242 4.5363 7.3119
Si 7.2975 3.6031 7.3594
As 3.6529 7.2659 7.6257
Si 10.2367 6.3831 7.3897
As 1.8261 9.1314 7.6262
Si 6.2819 10.0024 7.2971
O 6.683 3.942 8.8761
O 9.627 1.3737 8.7601
O 4.6851 0.9624 9.0434
O 6.4749 7.257 15.901
O 10.4709 6.5959 9.0723
O 0.769 4.2777 8.9852
O 18.4784 6.4807 20.6725
O 2.209 3.2838 22.5542
O 3.3805 8.0838 22.8018
O 5.1298 6.0479 22.7697
O 5.6177 0.027 22.8322
O 8.0451 8.178 22.7332
Si 3.2577 9.3941 11.8297
Si -9.1437 0.15 15.6151
Si 8.0255 0.0825 16.7932
Si -3.3513 -0.0019 12.0268
Si -2.1748 5.5726 11.9486
Si 0.8601 3.7585 21.6985
Si 0.8083 9.3278 13.2666
Si 12.1683 4.9061 18.6664
Si 4.8645 7.1533 16.0811
Si 5.3172 10.6752 9.9598
Si 1.1685 1.9543 18.0124
Si -3.593 7.9852 21.2664
Si -1.5117 5.9686 17.4224
Si 5.452 -7.8042 20.0165
Si 3.6968 9.7266 17.4283
Si 9.0692 12.3522 14.3565
Si -14.0079 -2.8565 15.9996
Si 5.4329 0.6267 21.3509
Si 9.3945 -9.3355 10.3408
Si -7.6588 11.902 13.3439
Si 7.0408 5.5115 19.4582
Si 15.4288 7.295 21.8877
Si 0.5726 2.1689 12.4405
Si 4.0223 5.6422 19.4299
Si 5.3482 15.1976 15.4784
Si 2.6649 -10.806 19.8373
Si -3.8827 14.7566 10.4509
Si 5.4028 12.54 17.1828
Si -2.4913 4.4092 14.9779
Si -6.238 -7.489 12.5052
Si 8.8017 8.4416 13.0195
Si -0.1088 22.9515 20.4852
Si 2.8889 7.2626 13.6424
Si -8.886 4.8149 12.2323
Si 8.1638 -0.3488 19.9205
Si 22.0775 5.4224 10.034
O 1.6169 9.5882 11.8465
O -3.3667 -1.5553 12.5215
O 1.4703 5.7744 11.0246
O -2.1148 0.2181 10.9822
O 10.8918 -5.1091 18.1663
O -5.3818 16.9408 18.8615
O -7.159 -0.5585 13.0332
O 3.3946 4.0435 11.7295
O 5.4107 13.1024 18.7085
O 8.9662 7.5136 17.0859
O -6.5089 8.2637 17.2347
O 3.999 7.5724 14.7728
O -8.4288 12.3763 18.828
O 3.0136 -1.1831 18.9208
O 4.5955 5.524 16.2329
O 6.3136 -1.1387 8.9778
O -0.0104 2.379 21.4751
O -2.6574 2.7595 10.6194
O 1.4498 7.9863 13.9389
O -2.0001 7.17 12.0396
O 4.6203 11.083 17.1915
O -0.7536 -1.6687 12.8928
O -4.7652 0.2728 11.247
O 3.9328 0.2251 20.8439
O 1.0983 -6.4589 20.252
O -13.6497 16.3206 18.3614
O 0.9395 14.6702 12.7468
O -3.0865 11.896 13.3387
O -8.4387 5.6972 13.5209
O 14.9744 -1.1727 10.4547
O -3.4948 5.2837 11.0468
O 0.0846 4.8443 22.6737
O 10.8066 1.6449 18.9489
O 1.9785 12.2894 12.4374
O -1.7703 11.3387 15.6534
O 2.674 5.6893 18.4819
O -1.4667 5.1691 15.997
O 3.6978 6.7188 20.6013
O 2.4657 -1.1188 16.3691
O -3.5337 9.5767 16.3963
O 0.8917 -0.4712 14.4265
O 4.147 -6.8232 19.9996
O 3.5444 7.8412 12.2451
O 5.7252 8.2744 21.4104
O 4.5114 12.8634 13.0067
O -0.4758 1.5873 13.5361
O 0.9746 12.0618 16.6277
O 12.1547 0.0767 20.6357
O 2.9279 1.1022 14.9245
O 12.2076 3.5541 17.7347
O 8.7832 2.8454 15.0119
O 8.0791 8.9825 20.2017
O 4.9079 -8.0944 16.2067
O 5.8296 3.3346 11.3668
O 6.6972 11.142 20.39
O 8.6243 -5.9957 13.4442
O 6.8269 -6.9314 20.0378
O -3.9909 4.5302 15.5824
O -0.1027 2 10.9727
O 5.0287 4.295 13.865
O 9.9942 4.9369 11.0871
O -5.4963 2.2585 21.385
O -1.5196 11.2362 20.7671
O 8.5843 7.9725 14.5495
O -2.4429 10.9019 18.3529
O 6.9108 1.2555 16.6809

Results
free energy: -145156.118 eV
free energy less fixed offsets of As -4856.12, O -568.88, Si -635.61 eV per atom: -0.918 eV

Forces (eV/angstrom), in the order of the atoms: element, x, y, z
As -0.0002 -0.0025 -0.002
Si 0.0062 -0.005 0.0046
Si -0.0118 0.0205 0.0152
As -0.0016 -0.0055 0.0159
Si 0.0172 -0.0071 0.0182
Si -0.0175 0.0221 0.0198
Si 0.0047 -0.0202 0.0245
Si -0.0215 0.0101 -0.0026
Si -0.006 0.0007 -0.0013
Si 0.0065 0.0053 -0.0115
Si -0.0013 0.0013 -0.0067
Si -0.0019 -0.0007 -0.0138
Si 0.0149 -0.0004 -0.0182
Si 0.0034 -0.0028 -0.0053
Si 0.0005 -0.0074 -0.0199
Si 0.0032 0.0068 0.0078
Si 0.008 0.001 0.0104
Si -0.0102 -0.0116 0.0165
Si 0.0415 0.0369 0.0383
Si -0.0049 -0.0014 0.0026
Si -0.0013 0.0024 0.0291
Si 0.0038 0.0043 0.0059
Si -0.0017 -0.0102 0.0101
Si 0.013 0.0125 0.0291
Si -0.0478 0.1168 -0.4787
Si 0.1395 -0.0968 0.5218
Si 0.0865 0.1235 0.2791
Si -0.1525 -0.0032 -0.4036
Si -0.1769 -0.1233 0.2154
Si 0.0698 0.0371 -0.4942
Si -0.0826 0.0196 -0.5359
Si 0.023 -0.0258 0.7492
Si -0.0737 0.0467 0.0402
Si 0.0588 -0.0716 0.0047
Si 0.0307 0.0898 0.0117
Si 0.0332 -0.067 -0.0008
Si 0.0726 -0.0162 -0.0046
Si -0.0732 -0.0067 0.0182
Si 0.0366 -0.0741 0.0044
Si -0.0648 0.0564 0.0339
Si 0.0344 -0.0697 -0.0305
Si -0.0767 0.0624 0.0073
Si 0.0299 -0.0338 -0.0113
Si -0.0492 0.0573 0.0011
Si -0.0629 0.0353 0.0206
Si 0.0327 -0.028 -0.0264
Si -0.024 0.0603 0.01
Si 0.0942 -0.0623 -0.0185
Si -0.0589 0.0405 0.0306
Si 0.0259 -0.049 -0.0084
Si 0.048 -0.0502 -0.0198
Si -0.0178 0.068 0.0136
Si 0.0717 -0.0408 0.0015
Si -0.0574 0.0141 0.0264
Si -0.0497 0.0833 0.0143
Si 0.0562 -0.0824 -0.0136
Si 0.0698 -0.0292 -0.024
Si 0.0072 0.1007 -0.0052
Si -0.0917 0.0003 0.0054
Si -0.0046 -0.0985 -0.0366
Si -0.004 0.1052 -0.0057
Si 0.0653 -0.0308 -0.0308
Si -0.015 -0.0894 -0.0343
Si -0.068 0.0498 -0.0039
Si 0.0465 -0.0673 0.3229
Si -0.0309 -0.0339 -0.551
Si 0.0232 -0.0205 0.5051
Si -0.0487 0.1151 -0.3939
Si -0.0964 0.0428 -0.4497
Si 0.1109 -0.048 0.4358
Si -0.0117 -0.0146 -0.4978
Si 0.0102 -0.0911 0.5777
Si 0.0035 0.0034 -0.007
Si 0.0122 0.0081 -0.0318
Si -0.0049 -0.0032 -0.0043
Si 0.0027 -0.0069 -0.0266
Si -0.0083 -0.0152 -0.0265
Si 0.0074 -0.0019 -0.0024
Si 0.0168 0.0161 -0.033
Si -0.0066 -0.0021 -0.0047
Si -0.0003 0.0067 0.009
Si -0.0057 -0.002 0.0188
Si -0.0141 -0.0025 0.0151
Si 0.0045 0.0086 0.0104
Si -0.0146 -0.0114 0.0195
Si -0.0103 0.0069 0.002
Si 0.0013 0.011 -0.0012
Si 0.0022 -0.0008 0.0118
Si 0.0132 -0.0149 -0.014
Si -0.0129 0.0195 -0.0015
Si 0.0137 0.0247 -0.0267
Si 0.0218 -0.0195 0.0062
As -0.0057 0.0022 -0.006
Si 0.0049 -0.0305 0.0028
As 0.0032 -0.0079 0.0023
Si 0.0031 0.0219 -0.0163
O 0.0051 -0.001 0.0161
O -0.0042 0.0072 0.0224
O -0.0104 0.008 0.0097
O 0.0029 0.0035 0.0004
O -0.0023 0.0092 0.0048
O 0.0024 -0.0064 0.0153
O -0.004 -0.0006 -0.0027
O 0.009 -0.0061 -0.0033
O -0.0045 0.0105 -0.0095
O 0.0121 -0.0138 -0.0092
O 0.0119 -0.0007 -0.0133
O -0.0023 -0.0032 -0.0124
Si 0.0047 0.0013 -0.0091
Si -0.0014 0.0018 0.0048
Si 0.0028 -0.0016 0.0047
Si -0.0005 0.0049 -0.0077
Si 0.0074 0.0008 -0.0065
Si -0.0084 -0.0037 0.0049
Si -0.0021 0.0036 0.0025
Si 0.001 -0.0015 0.002
Si -0.002 0.0029 0.0033
Si -0.0027 -0.0077 -0.0001
Si 0.0009 0.0005 0.0037
Si 0.0084 0.0024 0.0158
Si -0.0035 0.0017 0.0032
Si 0.0004 -0.002 0.0015
Si 0.0007 0.0011 0.004
Si -0.0009 -0.005 0.001
Si -0.0005 -0.0006 0.0007
Si -0.0035 -0.012 0.0248
Si -0.009 0.0048 -0.0217
Si 0.0027 -0.0005 0.0044
Si 0.0037 0.0087 0.0046
Si 0.0017 0.0159 0.0096
Si -0.0066 0.0026 -0.0023
Si 0.0007 0.0062 0.0019
Si 0.0003 0.0026 0.0009
Si 0.0065 -0.0019 0.0014
Si 0.0061 -0.0154 -0.0142
Si 0.0021 -0.0004 0.004
Si 0.0042 -0.0028 0.0014
Si 0.0086 -0.0036 0.0001
Si 0.0138 -0.0077 -0.0057
Si -0.0028 0.0043 0.0047
Si -0.0004 -0.0032 0.0058
Si -0.0049 0.0049 -0.0003
Si -0.0031 -0.0039 -0.0008
Si 0.0003 0.0029 -0.0024
O -0.0023 0.0015 0.0029
O 0.0096 -0.0053 -0.0008
O 0.0048 -0.0025 0.0048
O -0.0011 0.0011 0.0024
O -0.0028 0.0005 0.0003
O 0.0005 -0.003 0.0041
O 0.0007 0.0015 0.0005
O -0.0002 -0.0003 -0.0002
O 0.0004 -0.0006 -0.0002
O 0.0025 -0.0062 0.0014
O 0.0017 -0.0022 0.0005
O -0.0004 -0.0006 0.0018
O -0.0013 0.0003 0.004
O 0.0026 0.0022 0.0007
O 0.0036 -0.0025 -0.0014
O 0.0037 -0.0125 0.0072
O 0.0011 -0.0043 -0.0014
O -0.0059 0.0003 0.0054
O 0.0027 0.0021 -0.0001
O 0.002 0.0097 0.0132
O 0.003 0.0014 0.0008
O -0.0223 -0.0097 0.001
O 0.0073 0.0003 0.0028
O 0.0067 0.0035 -0.002
O 0.0021 0.0053 -0.0027
O 0.0076 0.0031 -0.0029
O 0.0022 -0.0007 -0.0009
O 0.0045 0.0002 0.0079
O 0.0029 0.0044 0.0009
O -0.0057 0.0003 0.0082
O 0.0071 0.0059 0.006
O -0.0079 0.0039 -0.0071
O 0.0017 0.0024 -0.0015
O 0.0045 -0.0004 -0.0014
O -0.0003 0.0033 -0.0007
O 0.0007 0.0018 0.0007
O -0.0045 -0.0046 -0.0013
O 0 -0.0089 -0.0039
O 0.001 0.0004 -0.0008
O 0.0017 0.0009 -0.0008
O 0.0022 0.0013 -0.0006
O 0.002 0.0004 0.0052
O 0.0016 -0.0012 0.0008
O 0.0012 -0.005 0.0001
O -0.0019 0.0026 -0.0021
O -0.0009 0.0006 0.0008
O 0.0016 0.0002 -0.0009
O 0.0047 -0.0002 0.0066
O 0.0009 0.0006 -0.0006
O 0.0012 0.0013 0.0029
O -0.0066 0.0075 -0.0035
O 0.0015 0.0039 0.0048
O 0.0027 0.0039 -0.002
O 0.0001 0.0091 -0.0032
O -0.0022 0.0033 0.0055
O 0.0033 -0.0045 0.011
O 0.0023 0.001 0.005
O 0.0006 0.0019 -0.003
O 0.0029 -0.0003 0.0058
O 0.0022 0.0007 0.0094
O -0.0067 0.0035 0.0039
O 0.005 0.0021 -0.0012
O 0.0006 0.0009 0.0027
O -0.0014 0.0015 -0.0047
O 0.0011 0.0008 0.0014
O 0.0011 -0.0003 0.0018

The program warned: the cutoff lies below the one the program advises for these potential files; the exchange-correlation potential is rough where the density is thin.
